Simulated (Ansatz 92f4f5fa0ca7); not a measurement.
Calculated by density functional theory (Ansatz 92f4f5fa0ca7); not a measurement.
Periodic cell of 158 atoms, Si90O68, from a study of silicon, its oxide and their interface. The atomic structure is a simulated model.

Settings: functional r2SCAN; potential files Ansatz norm-conserving; basis plane waves; wave-function cutoff 1300 eV; density cutoff ratio 4; exchange-correlation grid ratio 1; k mesh 2 x 2 x 1, shifted by 0.5 0.5 0.5 of a step; self-consistency stop 5e-08 eV per atom in the density residual; occupations Fermi-Dirac, 0.05 eV; spin none; net charge 0.

Cell vectors (angstrom)
a	10.88	0	0
b	0	10.88	0
c	0	0	22.4867

Atoms and the computed forces on them: element, x, y, z (angstrom), force x, y, z (eV/angstrom)
Si	-0.9355	-0.1574	-0.237	-0.8112	0.5134	0.2228
Si	2.8185	2.3727	-0.0251	0.2008	-0.1271	-0.6027
Si	-0.1747	6.0318	0.0702	1.0168	-0.323	0.3965
Si	2.8831	7.9044	0.4359	-0.1126	0.1519	0.0493
Si	5.1247	0.223	0.2171	-0.0908	-0.0155	-0.134
Si	8.2897	2.6365	0.1714	-0.3932	-0.0437	-0.0595
Si	3.8659	5.8261	-0.5103	0.0551	-0.1	-0.3541
Si	6.9841	5.5338	-0.6467	-0.0161	0.062	-0.0898
Si	1.3483	1.3554	1.483	0.0389	-0.1345	0.0558
Si	3.812	4.1337	1.2701	-0.0427	-0.0333	0.149
Si	1.3353	6.7906	1.7302	-0.2689	0.0363	0.0062
Si	4.1147	9.4862	1.6107	0.0784	0.1274	-0.0218
Si	6.7395	1.4297	1.4694	-0.1054	-0.1762	-0.1836
Si	9.5908	4.1721	1.4401	0.051	0.3356	-0.1863
Si	7.3535	7.0984	1.3871	-0.0362	-0.1912	0.0746
Si	8.9997	9.1366	1.4257	-0.3696	0.0185	0.1913
Si	0.0583	2.8005	2.8368	0.1507	0.184	0.0007
Si	2.692	-0.004	2.8837	-0.0839	-0.105	0.1691
Si	-0.149	8.2093	2.8542	0.1379	0.1649	-0.017
Si	2.6481	5.3411	2.9415	0.0047	-0.0639	-0.0098
Si	5.3708	2.8581	2.6867	-0.0722	0.0921	-0.0682
Si	8.028	-0.0537	2.8269	0.071	-0.117	0.1136
Si	5.5619	8.0794	2.7782	0.0445	0.0118	0.0469
Si	8.2759	5.4783	2.8708	-0.1645	0.007	-0.0044
Si	1.3183	4.0891	4.3477	0.0817	-0.1358	0.0095
Si	4.101	1.4294	4.1502	0.0161	0.2093	-0.0882
Si	1.2389	9.5599	4.2021	-0.0003	0.0597	0.0106
Si	4.1354	6.7409	4.1816	-0.1153	0.0268	0.007
Si	6.7951	4.1088	4.0731	-0.0549	0.1327	0.15
Si	9.5	1.3657	4.1059	-0.1098	-0.1279	-0.0744
Si	6.7241	9.4857	4.2701	0.2307	-0.0862	-0.0435
Si	9.5745	6.7854	4.329	0.0208	0.1189	-0.0087
Si	-0.0618	0.0654	5.5888	0.1504	0.0492	0.0889
Si	2.808	2.7945	5.5607	-0.0142	-0.0418	0.0842
Si	0.0302	5.4594	5.7587	-0.018	0.0643	0.0714
Si	2.6331	8.1451	5.4953	-0.0087	0.0049	-0.154
Si	5.4107	0.0352	5.5842	-0.0807	-0.1435	0.0552
Si	8.1158	2.7179	5.4687	0.0063	-0.0405	-0.0135
Si	5.5631	5.4108	5.5514	0.0145	-0.1097	-0.1939
Si	8.1214	8.1188	5.6169	-0.0492	0.0332	0.0458
Si	1.4876	1.4189	6.8604	0.1289	0.0466	-0.3886
Si	4.1928	4.1465	6.947	-0.1245	-0.0784	-0.0485
Si	1.4058	6.8634	7.1187	0.3292	-0.1858	-0.0839
Si	4.011	9.4761	6.8538	-0.0953	0.1777	-0.0928
Si	6.8186	1.3754	6.9561	0.1949	0	-0.1096
Si	9.4423	4.0279	6.9325	-0.3436	0.0804	-0.3665
Si	6.879	6.6729	7.0329	0.3126	-0.1352	-0.0336
Si	9.41	9.5424	6.9366	-0.1229	0.3514	-0.3024
Si	-0.0412	2.6318	8.0733	0.1576	-0.0506	1.0271
Si	2.7288	0.0147	8.2476	0.0837	0.0578	0.0499
Si	-0.0499	8.3192	8.2872	-0.4885	-0.0555	0.5449
Si	3.3921	5.9905	8.1948	-0.157	0.1208	-0.1103
Si	5.4455	2.6854	8.3152	-0.0591	0.0681	0.1602
Si	8.0786	-0.0005	8.4294	0.0571	-0.4005	0.3571
Si	5.116	7.7766	8.0673	0.2667	0.3479	0.465
Si	8.1663	5.1778	8.5441	-0.1506	-0.0491	0.2291
Si	2.7983	2.9713	11.8176	-0.0068	-0.1659	-0.033
Si	4.2848	1.1474	9.6277	-0.2699	-0.0442	0.4753
Si	0.8279	10.1606	9.3413	0.3305	0.032	0.6031
Si	3.8172	5.5791	10.4247	-0.1808	-0.1965	-0.2211
Si	6.5508	3.9671	9.9429	0.2002	-0.109	-0.045
Si	10.0311	0.9271	9.4687	-0.3648	-0.1282	-0.4419
Si	6.5101	9.8388	9.9999	0.3203	0.1742	-0.2706
Si	9.3709	6.3557	10.2244	0.3666	0.0943	-0.2356
Si	2.9023	-2.1615	16.1273	-0.0651	-0.1515	-0.1277
Si	5.1445	1.4974	16.1287	0.0061	0.1612	-0.0173
Si	0.3889	2.2928	16.2276	0.191	0.2549	-0.062
Si	9.7287	-0.2401	16.7593	0.012	-0.0789	-0.0541
Si	6.6909	-2.2295	12.6748	-0.1098	0.335	0.1746
Si	2.525	9.39	19.026	0.1223	0.1171	-0.4766
Si	11.9514	-1.3335	12.4534	0.0067	0.0762	0.0367
Si	-0.0454	2.7151	10.8011	0.3122	0.4891	-0.26
Si	14.5233	-2.9645	12.3814	0.0861	-0.0118	0.4211
Si	13.4157	11.4073	17.0148	-0.0272	0.1276	-0.1437
Si	-0.1201	-4.2045	12.7797	-0.0071	-0.0027	0.1361
Si	16.5195	-1.0973	15.2455	-0.0184	-0.0939	-0.106
Si	7.8316	6.6337	12.8288	0.1828	0.2484	0.2285
Si	-0.1387	-5.98	17.8679	0.051	-0.0593	-0.3504
Si	5.5332	-12.0925	20.0355	0.0136	0.1187	-0.2116
Si	2.3825	-4.6289	14.4735	-0.1514	0.06	0.4172
Si	10.0734	0.7918	13.9538	0.0968	0.0248	0.2426
Si	9.847	-3.187	17.535	0.2553	0.1697	-0.3887
Si	8.3623	2.795	12.3364	0.1059	0.1537	0.2699
Si	8.0092	5.7294	16.9862	-0.1448	-0.0166	-0.1789
Si	6.887	0.0655	17.6622	0.1212	0.0152	-0.2395
Si	4.0757	3.8642	14.489	-0.0574	0.0595	0.3892
Si	7.4938	7.2077	19.3527	-0.14	-0.0969	-0.425
Si	11.3442	-1.9992	21.2612	0.4889	-0.525	-0.4573
Si	6.9649	4.8882	14.1104	-0.1467	-0.7068	0.6211
Si	12.467	4.3845	20.5548	-0.0252	-0.0612	-0.2363
O	6.1545	-0.0481	-3.4021	-0.107	-0.2261	0.0731
O	0.245	0.4145	0.7107	-0.0751	0.0002	-0.0392
O	4.0237	1.2915	-0.4488	-0.0933	0.0207	0.3892
O	2.1228	2.9005	-1.4624	0.047	0.2268	0.3953
O	0.4769	4.8622	-0.8653	-0.0699	0.1193	-0.2026
O	3.3579	2.9692	-9.1424	-0.0013	0.1425	-0.2395
O	1.8276	8.9435	-0.3156	-0.4985	0.2062	-0.51
O	0.3735	10.8024	-9.2591	-0.0491	-0.1099	-0.119
O	6.3709	-2.5713	-2.7503	-0.0089	0.0142	0.0689
O	1.1821	-2.0583	-2.7307	-0.085	-0.0954	0.3974
O	7.4551	3.9087	-0.6137	-0.2747	0.5733	-0.0467
O	2.8844	5.3891	-1.8043	-0.063	-0.0778	0.4418
O	5.4007	5.7284	-1.0788	0.5303	-0.174	0.096
O	19.7157	7.0384	-6.0686	0.0055	-0.1795	0.4297
O	11.6651	4.3863	-3.3684	0.2102	0.0833	0.379
O	3.6181	1.9019	10.9265	0.0764	0.0113	-0.164
O	-0.3177	1.1166	17.134	-0.0059	-0.0652	-0.261
O	5.3462	0.0746	10.2903	-0.0069	-0.0232	-0.3569
O	4.3653	-2.1063	15.3918	-0.023	0.2471	0.0901
O	2.9213	4.4625	11.1942	0.2094	0.1139	0.201
O	1.2346	9.8532	10.8966	-0.1848	0.0019	0.0737
O	9.68	3.4959	11.6667	0.0034	-0.1939	-0.0806
O	2.602	9.0949	12.8451	-0.0574	-0.1841	-0.2732
O	8.9288	1.3326	12.8992	-0.0917	0.2141	-0.1077
O	5.4041	5.0523	10.5193	-0.0009	-0.0085	0.1927
O	9.7883	-3.1346	9.4741	0.2008	-0.137	-0.17
O	0.454	3.5545	9.4413	-0.1291	-0.4343	0.2497
O	5.8209	8.4601	9.4402	-0.2934	-0.02	-0.1599
O	10.6568	6.0827	11.2554	-0.3864	0.1312	0.0113
O	12.9521	-3.4176	15.5214	0.2369	-0.0294	-0.2285
O	15.9905	-2.3336	12.3149	-0.1613	-0.195	0.0762
O	-3.0723	-7.3328	13.6645	0.0298	0.0531	-0.3892
O	-1.4738	-0.1263	15.1525	0.1853	0.2297	-0.0056
O	7.2623	5.0234	15.7378	0.1007	0.2063	-0.2192
O	11.1173	3.8506	16.6585	-0.1149	-0.0689	0.2022
O	11.0209	-4.3515	17.7045	-0.3576	-0.1175	0.1116
O	4.1147	0.8193	17.1811	-0.0633	-0.0454	-0.1297
O	-1.5538	6.5461	13.5284	-0.1438	-0.0681	-0.3768
O	8.0585	-4.4217	11.2034	0.1555	-0.1874	0.1305
O	12.1129	-8.3471	11.8	-0.0936	0.0848	-0.2162
O	6.5628	1.5096	16.942	-0.2536	-0.4732	-0.0466
O	2.0779	10.8796	18.4817	0.211	-0.3411	-0.0446
O	7.211	2.9736	11.1565	-0.177	0.3147	-0.1445
O	13.8239	-2.4107	17.7334	-0.1079	0.3474	0.1856
O	-6.2178	-7.9314	15.6878	-0.0331	-0.0273	-0.2796
O	3.4188	-3.7976	10.9925	0.2187	-0.0937	0.2924
O	3.9147	-1.4142	19.8868	0.0245	-0.0274	0.0412
O	-0.1169	2.0943	14.6906	-0.1378	-0.346	0.0862
O	3.5641	6.7537	13.5063	-0.023	0.1475	-0.3009
O	11.0136	8.2716	12.7358	0.0967	-0.1511	-0.1206
O	5.3721	-6.2468	13.8838	0.0542	-0.0156	0.0565
O	6.7331	-1.5333	14.1434	-0.2104	-0.0601	-0.0939
O	8.9276	7.8787	18.8862	-0.1363	-0.1831	0.0704
O	9.0886	4.7984	17.8403	0.0691	0.2834	-0.073
O	7.2873	9.5376	11.4264	-0.3046	-0.0434	-0.1618
O	17.2381	-12.0174	16.6954	0.0144	0.3188	0.0851
O	-0.3186	-3.44	21.6415	-0.0209	0.184	-0.1545
O	-0.4753	-1.7208	17.0525	-0.2514	-0.0173	0.149
O	2.9745	-5.9888	15.1432	0.2206	0.035	-0.415
O	5.2137	0.4463	14.8744	0.1312	-0.105	0.4229
O	5.8175	-0.7055	21.5412	-0.0772	0.1102	-0.0485
O	6.9423	6.2911	18.094	0.4342	0.1835	0.281
O	8.474	-0.1376	17.7713	-0.0967	-0.0161	-0.0819
O	23.9841	-0.6749	15.925	0.2441	-0.0879	0.3307
O	12.8365	1.9201	16.4342	-0.1991	-0.2239	0.0571
O	11.8938	5.9202	13.6627	0.0168	0.1987	-0.2623
O	7.811	6.2693	20.6357	-0.0531	-0.2046	0.1253
O	8.9785	1.2678	21.8646	0.8992	-0.5858	0.315

Results
free energy: -42151.425 eV
free energy less fixed offsets of O -463.61, Si -117.95 eV per atom: -10.445 eV
pressure: -2.65 GPa
stress xx, yy, zz, yz, xz, xy (GPa, positive in tension): 1.96, 4.1, 1.9, -0.18, 0.86, -1.39
